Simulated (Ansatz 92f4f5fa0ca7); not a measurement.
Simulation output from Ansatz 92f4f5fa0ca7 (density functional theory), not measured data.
Periodic cell of 237 atoms, Si146O90As1, from a study of silicon, its oxide and their interface. The atomic structure is a simulated model.
Doubt: the cutoff is far below the 930 eV that the study's wrapper takes by default for these files, so forces and energies are approximate.
This geometry differs little from another in the collection (a relaxation step or a small displacement).

Settings: functional PBE; potential files Ansatz PAW; basis plane waves; wave-function cutoff 580 eV; density cutoff ratio 5; exchange-correlation grid ratio 1; k mesh 1 x 1 x 1, Gamma-centred; self-consistency stop 5e-08 eV per atom in the density residual; occupations fixed; spin none; net charge +1 e, with a uniform compensating background and no finite-size correction.

Cell vectors (angstrom)
a  11.6015  0  0
b  0  10.938  0
c  0  0  32.0622

Atoms: element, x, y, z (angstrom)
Si  -0.1873  -0.0719  23.2834
Si  3.6823  0.1924  23.1183
Si  7.559  -0.14  23.4416
Si  1.697  1.3651  23.4257
Si  5.7427  1.4034  23.1886
Si  9.4523  1.2208  23.3737
Si  0.1638  5.3124  23.4612
Si  4.1285  5.2954  23.4029
Si  8.0346  5.6047  23.5473
Si  2.1644  6.5787  23.3741
Si  5.971  6.7695  23.4827
Si  10.0099  6.8632  23.601
Si  1.9089  2.6636  25.3867
Si  5.8404  2.6538  25.2499
Si  9.635  2.6843  25.2667
Si  11.6019  4.0037  25.3867
Si  3.9005  3.9675  25.3261
Si  7.7489  4.0914  25.3467
Si  1.978  8.1504  25.189
Si  5.7821  8.1671  25.3681
Si  9.7151  8.2602  25.4359
Si  11.643  9.5569  25.2689
Si  3.8728  9.5842  25.0775
Si  7.6965  9.5189  25.4067
Si  11.6518  -0.0105  27.2119
Si  3.9067  -0.0517  27.1205
Si  7.7644  -0.0228  27.291
Si  1.9885  1.3116  27.2879
Si  5.8369  1.3199  27.1995
Si  9.6974  1.3302  27.2124
Si  11.5942  5.4696  27.2379
Si  3.8517  5.4201  27.2177
Si  7.7186  5.4625  27.2705
Si  1.9412  6.82  27.1693
Si  5.7651  6.7965  27.2777
Si  9.6586  6.8177  27.296
Si  1.9468  2.7223  29.189
Si  5.8005  2.722  29.1245
Si  9.6819  2.7266  29.1449
Si  0.0145  4.0948  29.1628
Si  3.869  4.0897  29.1724
Si  7.7377  4.086  29.1847
Si  1.9433  8.1886  29.1155
Si  5.7985  8.1847  29.1877
Si  9.6752  8.1926  29.2166
Si  0.009  9.5556  29.1504
Si  3.8768  9.5573  29.1076
Si  7.7379  9.5446  29.2077
Si  0.0032  0.0007  31.0911
Si  3.8628  0.0052  31.0589
Si  7.7318  0.0086  31.1124
Si  1.9316  1.3693  31.1204
Si  5.7975  1.3691  31.0629
Si  9.6699  1.3639  31.0895
Si  0.0119  5.4701  31.0929
Si  3.8717  5.4767  31.1
Si  7.7428  5.4668  31.1206
Si  1.9407  6.8424  31.0677
Si  5.8068  6.8314  31.1186
Si  9.6797  6.828  31.144
Si  1.9316  2.7541  0.9883
Si  5.7965  2.7514  0.9264
Si  9.6673  2.7377  0.9676
Si  -0.0109  4.1103  0.9616
Si  3.8658  4.1189  0.9775
Si  7.7398  4.1109  0.9947
Si  1.9311  8.2202  0.9393
Si  5.7976  8.2302  0.9662
Si  9.6691  8.2253  1.0047
Si  -0.0009  9.593  0.9818
Si  3.8608  9.5935  0.9551
Si  7.7372  9.5836  0.9844
Si  11.609  0.0397  2.9215
Si  3.8554  0.0286  2.9091
Si  7.7394  0.0296  2.9023
Si  1.9341  1.406  2.9288
Si  5.81  1.3733  2.8348
Si  9.6607  1.39  2.9208
Si  11.5651  5.5079  2.87
Si  3.8761  5.5048  2.9098
Si  7.7377  5.5187  2.9178
Si  1.9122  6.8289  2.8522
Si  5.8093  6.867  2.8881
Si  9.6601  6.9045  2.9694
Si  1.9124  2.8389  4.8243
Si  5.8326  2.7345  4.7448
Si  9.5986  2.7991  4.8363
Si  11.54  4.1368  4.7816
Si  3.9149  4.109  4.8249
Si  7.7166  4.2087  4.8811
Si  1.8846  8.1561  4.7922
Si  5.8059  8.2682  4.7871
Si  9.6587  8.3279  4.9091
Si  11.6288  9.6599  4.8885
Si  3.8154  9.4929  4.7841
Si  7.7203  9.6837  4.8878
Si  11.5949  0.2341  6.7808
Si  3.7516  -0.0441  6.647
Si  7.708  0.0658  6.9034
Si  2.0418  1.5091  6.7557
Si  5.7084  1.2867  6.6197
Si  9.641  1.5245  6.8354
Si  11.5217  5.4996  6.6977
Si  3.9753  5.4407  6.7932
Si  7.7307  5.6766  6.8175
Si  1.967  6.6504  6.6383
Si  5.8051  6.9838  6.7428
Si  9.7504  7.0404  6.9051
O  10.0008  7.97  8.3061
O  7.6588  9.9485  8.227
O  7.3893  4.7366  8.1609
O  3.3811  10.3514  8.2082
O  1.9983  7.5836  8.0104
O  3.9943  4.5908  8.2533
O  9.7645  2.4577  8.232
O  2.6032  2.3394  8.1277
O  11.3833  4.5872  8.0869
O  5.356  2.3675  7.8315
O  5.8109  7.9846  8.0931
O  11.345  10.3114  8.1746
O  11.2813  10.0769  21.7979
O  3.2525  10.6878  21.5372
O  5.7793  7.7696  22.1549
O  4.231  4.4568  21.9429
O  7.6863  9.6869  22.1706
O  10.3002  7.661  22.1667
O  1.6252  2.3819  22.1086
O  5.9461  2.4305  21.866
O  8.4406  4.7014  22.2033
O  -0.0624  4.4424  22.0353
O  2.3574  7.3528  21.9179
O  9.1497  1.8835  21.8729
Si  1.9062  7.7959  9.5886
Si  5.0288  0.5929  17.7055
Si  2.5034  5.4241  14.016
Si  10.5546  3.8432  14.0522
Si  8.2776  2.3827  15.2794
Si  9.5651  2.2398  20.3517
Si  10.4874  3.6643  9.0715
Si  0.0468  2.3226  11.5706
As  11  8.1489  15.4301
Si  5.1776  6.9377  13.996
Si  5.7381  2.6298  11.1093
Si  8.6051  7.6442  19.4056
Si  8.1209  4.8272  20.6211
Si  5.919  9.6027  15.2068
Si  2.1194  7.6344  20.3451
Si  1.9405  4.8834  18.8066
Si  4.488  3.4461  18.0163
Si  8.4389  8.9425  16.8692
Si  0.8217  9.4954  13.23
Si  9.8927  10.6331  11.7213
Si  5.3519  3.705  21.017
Si  0.602  5.4771  16.2781
Si  10.786  9.1451  9.1402
Si  6.5754  8.8846  21.2809
Si  7.0947  7.1137  11.4644
Si  2.6858  0.7661  12.197
Si  10.8975  8.6744  21.0494
Si  6.046  4.3248  15.6428
Si  7.0768  0.5068  12.9746
Si  4.0484  2.9827  8.5862
Si  0.9036  6.727  11.88
Si  6.5697  9.0559  9.0663
Si  0.6765  3.2775  21.1535
Si  9.763  6.46  12.8432
Si  7.7007  4.5421  9.7376
Si  3.9905  10.0611  20.2174
Si  4.273  3.0349  13.5431
Si  3.8576  10.0113  9.7283
Si  8.0397  0.8039  18.0659
O  11.5202  3.2153  12.9256
O  9.3257  4.4944  9.8915
O  8.8052  3.5837  19.8473
O  4.0228  -0.0509  18.8101
O  11.2853  4.6022  15.2965
O  9.8547  9.7882  10.3305
O  3.7607  1.5312  13.16
O  0.7041  9.0861  14.8751
O  6.4616  1.0119  18.3995
O  4.7365  3.1779  19.6033
O  6.2377  1.1984  11.7554
O  0.5273  8.6178  9.9116
O  5.6361  4.3265  17.2283
O  8.4335  7.1943  12.3835
O  4.3933  2.6383  10.1589
O  2.0427  5.7062  15.5633
O  3.376  0.0553  10.9263
O  5.8897  7.2356  12.5557
O  2.2981  6.3579  19.3561
O  0.648  4.9238  17.7846
O  8.4028  10.6958  12.3716
O  5.4755  10.0663  9.7228
O  0.6007  8.1853  20.2019
O  9.7827  2.603  14.7305
O  1.9454  10.633  13.1968
O  9.9494  9.2428  16.172
O  6.1445  10.3721  13.7857
O  7.4852  1.6075  14.0996
O  1.6619  3.9093  20.0429
O  5.914  5.7881  14.9145
O  7.3651  8.9547  15.6729
O  1.546  1.7294  11.5882
O  7.206  8.2969  10.3635
O  4.3198  1.9949  17.2701
O  7.0305  3.1694  10.2912
O  11.5405  7.0142  16.5634
O  8.2294  10.1476  17.8779
O  3.25  8.5438  10.1093
O  7.5997  3.8423  15.5382
O  3.1247  4.3045  17.8711
O  2.9133  3.8891  13.7591
O  1.3507  8.1779  12.4843
O  1.2217  5.6637  13.0536
O  4.992  8.3049  14.8769
O  11.1853  2.3936  20.3173
O  10.9169  9.9045  12.7957
O  5.27  3.5851  12.365
O  5.1168  3.1848  14.9201
O  6.4915  4.789  20.5328
O  8.3922  1.5397  16.6585
O  10.4673  1.1989  11.513
O  10.8871  6.6349  11.6916
O  3.2491  8.6749  19.8255
O  1.726  6.438  10.5096
O  7.186  8.1668  19.9659
O  8.5334  7.5833  17.7471
O  3.68  6.4437  13.6206
O  9.5537  4.9306  13.3315
O  5.5377  9.9679  20.69
O  10.2046  7.3196  14.2087
O  8.806  6.1295  19.9294
O  7.0488  5.7095  10.6634
O  5.2879  10.5441  16.3965
O  9.0662  1.1362  19.2655
O  11.536  3.1795  10.2104
O  9.763  8.6952  19.8664

Results
free energy: -148851.469 eV
free energy less fixed offsets of As -4856.12, O -568.88, Si -635.61 eV per atom: 2.911 eV

Forces (eV/angstrom), in the order of the atoms: element, x, y, z
Si  -0.0018  0.0004  -0.0073
Si  -0.0004  0  -0.01
Si  0  -0.0026  -0.0046
Si  0.0006  0.0011  -0.0085
Si  -0.001  0.0008  -0.0089
Si  0.0001  -0.0015  -0.0094
Si  0.002  -0.0025  -0.0075
Si  0.0039  -0.0012  -0.0043
Si  0.0043  -0.0006  -0.0109
Si  0.0019  0.0017  -0.0109
Si  -0.0049  0.001  -0.002
Si  -0.0013  0.0023  -0.0073
Si  0.0014  -0.0011  0.0017
Si  0.0004  -0.0011  0.0042
Si  0.0006  0.0016  0.0034
Si  -0.0008  0.0011  0.0005
Si  0.0007  0.0013  0.0005
Si  -0.0005  -0.0007  0.001
Si  0.0014  -0.0003  0.0027
Si  0.001  0.0004  -0.0006
Si  0.0023  0  -0.0005
Si  0.0003  -0.0004  0.0031
Si  -0.0007  -0.0003  0.0023
Si  0.0003  0.0007  0.0016
Si  0.0006  -0.0006  0.0002
Si  -0.0002  -0.002  0.0002
Si  0.0001  0.0014  -0.002
Si  -0.0002  0.0002  -0.0012
Si  0  0.0001  0.0003
Si  0  0.0007  0.0006
Si  0.0009  0.0001  -0.0002
Si  -0.0014  0.0004  -0.0015
Si  0.0003  0.0021  -0.0008
Si  -0.0006  0.0006  0.0001
Si  0.0002  -0.0009  -0.0009
Si  0.0004  -0.0018  -0.002
Si  0.0036  -0.001  0.001
Si  -0.0003  -0.0014  -0.0023
Si  0.0015  -0.0002  -0.0031
Si  -0.0004  0.0017  0.0014
Si  -0.002  -0.0014  -0.0004
Si  -0.0005  -0.0013  0.0019
Si  0.0005  -0.0009  -0.0017
Si  -0.0027  -0.0006  0.0045
Si  -0.0007  0.001  0.0038
Si  0.0003  -0.0007  -0.0031
Si  0.002  -0.0017  -0.0069
Si  0.0019  -0.0011  0.0028
Si  0.0002  0.002  0.0013
Si  0.0003  0.0041  0.0017
Si  -0.0007  -0.0002  -0.0004
Si  -0.0005  0  -0.0036
Si  0.001  -0.0001  0.0007
Si  -0.0006  -0.0025  0.0017
Si  0.0002  -0.0009  0.0015
Si  0.0006  0.0009  -0.0015
Si  -0.0004  0.0013  0.0003
Si  0  -0.0009  -0.0001
Si  0.0004  0.0014  -0.0014
Si  0.0003  -0.0004  -0.0021
Si  0.0006  -0.0007  0.0018
Si  -0.0015  -0.0005  -0.0029
Si  0.0008  0.0008  0.0022
Si  -0.0031  0.0008  -0.0017
Si  0.0006  0.0005  0.0012
Si  0.0016  0.0007  0.0022
Si  0  -0.0006  -0.0016
Si  0.0013  0.0004  -0.0007
Si  -0.0024  0.0009  0.0026
Si  -0.0013  0.0012  0.0019
Si  0.0006  -0.0009  0.0026
Si  0.0011  -0.0006  0.0001
Si  -0.0012  -0.0016  -0.001
Si  -0.0013  -0.0008  0.0002
Si  -0.0008  -0.0002  0.0002
Si  -0.0005  0.0012  -0.0002
Si  0.0003  -0.0012  0.0013
Si  0.0006  0  -0.0001
Si  -0.0003  0.0001  0.0007
Si  0.0009  0.0003  -0.0006
Si  -0.0008  0.0002  0.0005
Si  0.0003  -0.0006  0.0011
Si  0.0006  -0.0014  0.0016
Si  -0.0019  -0.0001  0
Si  -0.0001  0.0018  -0.004
Si  0  0.003  -0.0023
Si  -0.0012  -0.0014  -0.002
Si  0.0007  -0.001  -0.0006
Si  -0.0005  0.0017  -0.0008
Si  0.0043  -0.0007  -0.0046
Si  -0.0008  0.0011  -0.0025
Si  -0.002  -0.0006  -0.0028
Si  -0.0001  -0.0008  -0.003
Si  0.0009  -0.0002  -0.0003
Si  -0.0002  0.0029  -0.0036
Si  0.001  0  -0.0032
Si  -0.0071  -0.0051  0.0068
Si  -0.0032  -0.002  0.012
Si  0.0001  -0.0029  0.0129
Si  0.0017  0.0012  0.006
Si  -0.0076  0.0016  0.0022
Si  0.0043  0.0021  0.0037
Si  -0.0034  -0.0044  0.0079
Si  -0.0058  -0.0015  0.0053
Si  -0.0067  -0.0009  0.0092
Si  0.0025  0.006  0.0066
Si  0.0047  0.0031  0.0103
Si  0.0072  0.0039  0.0078
O  -0.0073  -0.0154  -0.0091
O  0.0052  0.0141  -0.0111
O  -0.0014  0.0088  -0.0147
O  0.0016  0.0117  -0.0144
O  -0.0025  -0.008  -0.0157
O  0.0008  0.0086  -0.0033
O  -0.0061  -0.0133  -0.0085
O  -0.0066  -0.0038  -0.0025
O  0.0053  0.0105  -0.0098
O  0.0071  -0.0068  -0.0045
O  -0.0063  -0.0146  -0.0114
O  0.0071  0.0105  -0.0061
O  0.0029  0.0118  0.0062
O  -0.0007  0.0053  0.0123
O  -0.0016  -0.0077  0.0023
O  -0.0066  0.0078  0.0066
O  0.0042  0.0097  0.0015
O  -0.0067  -0.0113  0.0077
O  0.0033  -0.0105  0.0076
O  0.0009  -0.0131  0.0071
O  -0.0004  0.0057  0.0116
O  -0.002  0.0112  0.007
O  -0.0006  -0.0072  0.0125
O  -0.0015  -0.0082  0.0133
Si  -0.0049  -0.0044  0.0094
Si  0.0016  -0.0015  0.0016
Si  -0.0006  0.0011  0.0024
Si  -0.0027  0.003  0.0033
Si  0.0044  0.0058  -0.0036
Si  -0.0008  -0.0048  -0.0074
Si  0.0047  0.0004  0.0126
Si  0.0041  -0.0104  -0.005
As  0.1063  0.0796  0.0482
Si  -0.0051  -0.0002  -0.0038
Si  0.0014  -0.0036  0.0017
Si  0.002  -0.0027  0.0025
Si  0.0012  0.005  -0.0033
Si  -0.0037  -0.0038  -0.0047
Si  0.0023  -0.0028  -0.0086
Si  -0.0102  0.0007  -0.0139
Si  -0.0025  0.0022  -0.0024
Si  0.0074  0.0062  -0.011
Si  0.002  0.0012  0.0228
Si  0.0133  0.0039  -0.0002
Si  -0.0005  -0.0012  -0.0133
Si  -0.0125  0.0294  0.0022
Si  0.0057  0.0046  0.0148
Si  -0.0038  0.0048  -0.0073
Si  0.0081  -0.002  0.0077
Si  -0.0205  -0.007  0.0015
Si  0.0031  -0.005  -0.0118
Si  0.0031  0.0015  -0.002
Si  0.003  -0.0028  -0.0043
Si  0.0023  -0.0038  0.0095
Si  -0.0082  0.0076  -0.001
Si  -0.0018  -0.0014  0.0133
Si  0.0041  0.0012  -0.0108
Si  0.0155  0.0015  -0.0088
Si  -0.004  0.0023  0.0075
Si  0.0038  0.0025  -0.0091
Si  -0.0085  0.0018  -0.0048
Si  -0.0056  0.0015  0.0093
Si  -0.0041  0.002  0.0056
O  0.0049  -0.005  -0.0068
O  0.0039  -0.0028  0.0029
O  -0.0005  0.0019  -0.0027
O  -0.003  -0.0086  0.0068
O  -0.0007  -0.0048  -0.0051
O  0.0028  -0.0034  -0.0052
O  0.0003  -0.0001  0.0033
O  0.015  0.0399  -0.0246
O  -0.0017  0.0025  -0.0044
O  0.0072  0.0031  0.0136
O  -0.0039  0.0066  0.005
O  -0.0051  0.0015  -0.0028
O  -0.0028  -0.0016  -0.001
O  -0.0326  0.0072  -0.0098
O  -0.0062  0.0036  -0.0084
O  0.0043  -0.0018  -0.0052
O  0.0074  -0.0077  -0.0081
O  0.0038  -0.0002  -0.001
O  0.0034  0.0118  0.0045
O  0.0127  -0.0105  0.0134
O  0.0026  -0.0006  0.0041
O  0.0046  -0.0028  0.0013
O  -0.0033  0.0007  -0.0012
O  -0.0022  -0.0001  0.0033
O  0.0079  0.0049  -0.009
O  -0.007  -0.064  -0.0429
O  0.0008  0.0026  0.0018
O  -0.0033  -0.0025  -0.0002
O  -0.0077  -0.0101  0.009
O  0.0022  -0.0011  -0.0001
O  -0.0004  -0.0039  0.0003
O  0.0003  -0.0007  0.0095
O  -0.0058  0.0111  -0.0098
O  0.0012  0.0003  -0.0027
O  0.0032  0.0066  0.0043
O  0.0007  -0.0397  0.0423
O  -0.0045  0.0097  0.0076
O  0.0004  0.0035  0.0039
O  -0.0009  0.0002  0.0013
O  -0.0017  0.001  -0.001
O  0.0048  -0.0012  0.0067
O  -0.0025  -0.0006  0.0083
O  -0.0034  -0.0021  0.0021
O  0.0009  0.0014  0.0025
O  0.0022  0.0021  -0.0003
O  -0.0158  0.0067  -0.0049
O  0.002  -0.0007  0.0003
O  0.0029  -0.001  -0.0029
O  -0.0001  -0.0023  -0.0042
O  0.0003  -0.0029  0.0024
O  0.0009  -0.0048  0.0116
O  0.0123  -0.0041  0.0008
O  -0.0037  -0.0033  -0.0007
O  0.0043  0.0062  -0.0047
O  -0.0037  0.0011  0.0039
O  -0.0013  -0.0075  0.0106
O  0.0006  -0.0002  0.0049
O  -0.0004  -0.0037  0.005
O  0.0076  -0.0086  0.0002
O  -0.1034  -0.033  -0.0526
O  -0.0049  -0.008  -0.0006
O  0.0019  -0.01  -0.0011
O  -0.0009  0.0044  0.0036
O  0.0084  0.0066  0.0053
O  -0.0077  0.0058  -0.0047
O  0.0086  0.0022  0.0034

The program warned: the cutoff lies below the one the program advises for these potential files; the exchange-correlation potential is rough where the density is thin.
